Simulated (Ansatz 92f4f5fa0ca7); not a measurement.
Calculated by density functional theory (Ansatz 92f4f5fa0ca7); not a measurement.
Periodic cell of 253 atoms, Si144O109, from a study of silicon, its oxide and their interface. The atomic structure is a simulated model.
Doubt: the cutoff is far below the 930 eV that the study's wrapper takes by default for these files, so forces and energies are approximate.
This geometry differs little from another in the collection (a relaxation step or a small displacement).

Settings
functional: PBE
potential files: Ansatz PAW
basis: plane waves
wave-function cutoff: 580 eV
density cutoff ratio: 5
exchange-correlation grid ratio: 1
k mesh: 1 x 1 x 1, Gamma-centred
self-consistency stop: 5e-08 eV per atom in the density residual
occupations: fixed
spin: none
net charge: 0

Cell vectors (angstrom)
a  10.938  0  0
b  0  10.938  0
c  0.7363  3.1487  36.9625

Atoms and the computed forces on them: element, x, y, z (angstrom), force x, y, z (eV/angstrom)
Si  4.5014  2.8138  31.1212  -0.0013  -0.0095  0.0139
Si  5.2324  9.1109  30.8036  0.0242  -0.0206  0.027
Si  6.9102  10.8421  31.0449  0.0018  0.0058  0.0308
Si  8.0651  6.2486  30.9871  -0.0213  0.0193  0.0069
Si  -1.2784  8.0744  30.8497  0.043  -0.0294  0.0353
Si  2.8318  12.015  30.9628  -0.0144  0.012  0.0105
Si  10.9159  14.4568  30.8473  -0.0125  0.0118  0.0443
Si  1.5957  5.3871  30.8703  0.0143  -0.0065  0.0084
Si  3.5546  10.08  32.1531  0.0073  -0.0025  -0.0082
Si  6.1505  12.655  32.3491  -0.0059  -0.0091  0.0048
Si  3.3615  4.5247  32.2395  0.0047  0.0132  0.0006
Si  6.2189  7.3047  32.0773  0.0147  0.0097  -0.0372
Si  8.8246  9.9118  32.1171  -0.015  0.0011  0.0116
Si  11.8621  12.7746  32.1907  -0.0062  -0.0039  -0.0035
Si  9.0845  15.4036  32.1285  0.0299  -0.0012  -0.006
Si  0.6095  7.1896  32.0587  -0.0396  0.0224  -0.0265
Si  2.0697  8.6274  33.3602  -0.0036  -0.0008  0.0148
Si  4.8047  11.3219  33.7151  0.005  0.0194  0.0138
Si  2.1162  3.1633  33.6976  0.0061  0.004  0.0078
Si  4.8299  5.929  33.4454  -0.0235  -0.0195  0.0026
Si  7.5227  8.6045  33.5888  0.0092  0.0168  0.025
Si  10.3288  11.333  33.3856  0.0025  0.0011  0.0019
Si  7.6373  14.0732  33.4891  -0.0029  -0.007  0.0047
Si  10.3097  5.8706  33.5882  -0.0074  -0.01  0.015
Si  3.4487  7.2815  34.8324  0.0019  -0.0025  0.0269
Si  6.2101  9.9687  34.9773  0.0133  -0.0102  0.0007
Si  3.4675  1.7832  34.9991  -0.0039  -0.0044  0.0015
Si  6.2144  4.5269  34.8392  0.0007  0.0035  0.0241
Si  8.9242  7.2454  34.9219  -0.0035  -0.0005  0.0043
Si  0.7337  9.975  34.8247  0.0015  0.0039  0.0245
Si  8.981  12.6915  34.8562  0.0007  -0.0014  0.0227
Si  0.7254  15.4735  34.9691  -0.0063  0.0003  0.0069
Si  4.8381  8.6177  36.2765  -0.3016  -0.2179  0.0592
Si  7.5726  11.3522  36.2765  0.3271  0.1099  -0.035
Si  4.8381  3.1487  36.2765  0.3563  0.2951  0.0786
Si  7.5726  5.8832  36.2765  -0.1719  -0.1366  -0.0429
Si  -0.6309  8.6177  36.2765  0.083  0.087  -0.2403
Si  2.1036  11.3522  36.2765  -0.3796  -0.2775  0.0772
Si  -0.6309  14.0867  36.2765  -0.1294  -0.199  0.0406
Si  2.1036  5.8832  36.2765  0.2281  0.3387  -0.0428
Si  2.7345  6.8362  0.6813  0.03  -0.169  0.0223
Si  5.469  9.5708  0.6813  0.2043  0.0038  -0.0181
Si  2.7345  1.3673  0.6813  0.0478  0.195  -0.0252
Si  5.469  4.1018  0.6813  -0.2115  -0.0032  0.0045
Si  8.2035  6.8362  0.6813  -0.0821  0.2046  -0.0118
Si  0  9.5708  0.6813  -0.1386  -0.0214  0.016
Si  8.2035  1.3673  0.6813  -0.0261  -0.1868  -0.0131
Si  0  4.1018  0.6813  0.1719  -0.0329  -0.0173
Si  1.3673  5.469  2.0485  0.1083  -0.2378  0.1011
Si  4.1018  8.2035  2.0485  0.2476  -0.1395  -0.0678
Si  1.3673  0  2.0485  -0.1701  0.1675  -0.044
Si  4.1018  2.7345  2.0485  -0.3533  0.1913  -0.0542
Si  6.8362  5.469  2.0485  -0.2202  0.2744  -0.1882
Si  9.5708  8.2035  2.0485  -0.2253  0.2113  -0.0288
Si  6.8362  10.938  2.0485  0.2684  -0.2135  0.0347
Si  9.5708  2.7345  2.0485  0.3265  -0.2919  -0.0626
Si  2.7036  4.07  3.4887  0.0002  -0.002  -0.0067
Si  5.4706  6.8358  3.4666  -0.0003  0.0006  -0.0001
Si  2.7471  9.5811  3.3599  0.0022  -0.0042  0.0124
Si  5.4604  1.368  3.3434  -0.0006  -0.0008  0.0156
Si  8.2108  4.1093  3.3335  -0.0014  -0.0081  0.0015
Si  -0.0156  6.8329  3.3635  0.0035  0.0025  0.0073
Si  8.228  9.5839  3.4832  -0.0036  0.0007  -0.0042
Si  0.0112  1.3609  3.4887  -0.0002  0.0026  -0.0057
Si  4.078  5.4579  4.8432  -0.0077  0.0003  0.0028
Si  6.859  8.2071  4.8608  0.0106  -0.0051  0.0036
Si  4.0966  10.9675  4.6904  0.0012  -0.0034  -0.016
Si  6.838  2.7504  4.6189  0.008  0.0092  -0.0069
Si  -1.3742  5.443  4.6902  0.0043  -0.0041  0.0104
Si  1.3574  8.2109  4.6608  0.0023  -0.0059  -0.007
Si  9.6145  10.9355  4.9244  0.0049  -0.0024  -0.0055
Si  1.3432  2.6984  4.9607  -0.0203  0.0192  0.0084
Si  2.6098  6.8398  6.0964  -0.0025  -0.0044  0.0128
Si  5.4205  9.6314  6.0996  -0.0031  -0.0078  0.0023
Si  2.8146  1.2727  6.2473  0.0093  0.009  0.0075
Si  5.5258  4.0477  6.0782  0.004  0.0022  0.0053
Si  -2.6676  6.7665  6.1477  0.0293  0.0243  0.0121
Si  0.1543  9.5085  6.2106  0.022  0.032  -0.0032
Si  8.1358  1.4759  6.0878  -0.0013  0.0012  0.0031
Si  -0.1596  4.1173  6.2171  -0.0001  -0.0256  -0.0341
Si  0.883  5.8595  7.4493  0.0234  0.0383  -0.016
Si  3.6822  8.5538  7.2881  -0.0002  0.0064  -0.0098
Si  1.9624  -0.5615  7.545  -0.0161  -0.0116  -0.0014
Si  7.1347  5.1313  7.4312  0.0042  -0.0156  -0.016
Si  -0.7486  7.5958  7.2741  -0.0522  -0.0417  -0.0045
Si  6.3837  11.4382  7.2813  -0.021  0.0241  0.006
Si  -2.0472  3.2625  7.4677  0.0031  -0.0008  0.0224
Si  4.6824  2.2612  7.3689  0.0083  -0.0279  -0.0113
Si  7.6659  5.8915  28.7021  -0.0124  -0.0107  0.0019
Si  -0.119  3.7577  16.8507  -0.0009  0.0032  -0.0034
Si  1.8703  3.4992  21.6179  -0.0072  -0.0038  0.0003
Si  5.3853  8.8008  25.7018  0.0064  0.0001  0.0111
Si  0.2458  6.8225  26.6509  -0.0012  0.0039  -0.0046
Si  -0.1944  13.2426  28.7807  -0.0119  -0.0026  -0.0367
Si  5.0313  4.3423  28.4197  0.0084  -0.0015  0.0055
Si  8.6927  10.7398  14.4999  0.0125  0.0217  0.0076
Si  4.3361  8.047  11.8772  0.0006  0.0017  -0.0066
Si  5.6699  6.5136  23.7962  0.0031  -0.0062  0.0096
Si  3.3596  4.4852  24.142  -0.0012  0.0011  0.006
Si  -0.9694  8.1049  9.4984  0.0068  0.0117  0.0086
Si  -0.5908  1.6335  14.4822  0.0037  0.0037  -0.0057
Si  1.4244  9.0736  11.367  0.0065  0.0046  -0.002
Si  4.085  8.9323  28.6464  -0.0101  -0.0147  -0.0171
Si  6.6376  13.7541  20.2096  0.0021  0.0008  -0.0039
Si  4.56  2.0016  12.7018  -0.0042  0.0027  -0.0014
Si  4.1246  9.8925  16.1199  0.001  0.0076  -0.0056
Si  4.5823  7.2149  14.5931  0.0096  -0.0015  0.0017
Si  6.9891  5.9495  15.6251  0.0005  -0.0009  -0.0037
Si  8.1729  11.4012  28.3168  0.0283  -0.0278  0.0062
Si  0.0902  7.8904  18.9672  0.0003  0.0034  0.0014
Si  9.3601  13.5049  19.2888  -0.0014  0.0001  -0.0063
Si  -0.9699  6.072  11.5826  -0.0053  -0.0048  0.0083
Si  1.3175  0.5446  9.5793  0.0026  0.0064  0.0233
Si  -0.2531  5.9208  21.5186  0.0021  -0.0011  -0.0034
Si  9.2556  8.3997  28.5099  -0.0098  0.0223  -0.0216
Si  -0.9871  6.7437  16.2888  -0.0031  -0.0073  -0.0069
Si  4.4578  5.7861  17.1051  0.0012  -0.0112  0.0029
Si  7.5364  9.7702  9.6092  -0.0123  -0.0013  0.0089
Si  2.9129  3.0939  16.9427  0.0012  0.0054  -0.0059
Si  -0.3574  8.2362  13.7574  -0.0089  0.0055  0.0065
Si  5.7025  7.238  9.3005  -0.001  0.0034  -0.0023
Si  6.3262  10.4823  12.3542  0.0047  0.0038  -0.0115
Si  4.1701  13.3877  26.3648  0.0002  0.0129  0.0106
Si  2.5307  11.7351  28.6433  -0.0177  0.0045  -0.025
Si  8.5859  13.4952  24.3023  -0.0004  0.0083  0.0049
Si  4.1562  10.0597  20.6718  0.0017  0.0026  -0.0072
Si  7.7772  4.8677  22.2741  0.0033  -0.0131  0.0062
Si  2.4708  1.0749  14.6832  -0.0075  0.0022  -0.0095
Si  6.8055  2.971  14.5324  0.0126  -0.007  -0.0035
Si  3.3785  3.0138  10.0658  0.0081  0.0037  -0.0015
Si  -1.0486  2.513  9.4649  -0.0077  -0.0045  0.0061
Si  6.5588  11.6138  25.6256  0.002  -0.0029  0.003
Si  1.3417  6.96  23.9274  -0.0069  -0.0021  0.0009
Si  3.7245  8.6706  23.274  -0.0018  0.0034  0
Si  6.9383  10.9065  19.7873  0.0028  0.0023  -0.0022
Si  9.0421  3.1403  12.2858  0.0009  -0.0128  0.0077
Si  9.6275  4.228  26.8313  -0.0003  -0.013  -0.0024
Si  6.8579  0.5071  16.5951  -0.0056  0.0068  -0.0032
Si  3.1674  8.1092  18.5733  -0.0042  -0.001  -0.0014
Si  9.8243  10.6329  19.9177  0.0012  0.0048  -0.0012
Si  -0.4878  12.6498  21.9912  0.0024  0.0007  -0.0082
Si  2.463  6.1198  28.7932  0.0125  0.0108  -0.0094
Si  1.0702  4.9639  9.6992  0.0016  -0.0095  0.0386
Si  3.6608  13.0078  19.562  0.0029  0.0052  -0.0015
O  3.062  3.8518  22.6691  0.0039  0.0034  0.0066
O  6.4588  9.9992  25.3864  -0.0121  -0.0071  0.003
O  3.0335  10.1849  28.3439  -0.0013  0.0058  0.0152
O  7.0674  11.3897  29.4937  -0.0527  -0.001  0.0052
O  0.9408  8.7865  12.9118  0.0024  -0.0023  0.0012
O  4.3203  7.6757  8.5509  -0.0006  0.0016  -0.0011
O  9.7497  11.9459  18.9131  0.0019  -0.0026  0.0053
O  7.2047  4.4251  15.1198  -0.0012  0.0028  0.0075
O  8.9598  2.3873  10.8294  0.0038  0.0047  -0.0118
O  5.571  0.9383  11.9961  0.0016  -0.0039  0.0075
O  6.791  8.4308  9.0465  -0.0034  -0.001  0.0115
O  3.9692  9.9423  22.288  -0.0004  -0.0031  0.0079
O  9.2939  12.4992  28.7226  0.0262  0.0196  0.0227
O  1.4714  3.7862  17.1409  0.0048  -0.0047  0.0015
O  6.0897  5.9314  17.0039  0.0014  0.0013  -0.0055
O  7.3249  10.0384  11.1768  -0.0009  -0.0052  -0.0096
O  6.081  5.5813  28.452  0.0044  0.0029  0.002
O  7.7706  2.7369  13.2261  0.0038  0.0061  0.0011
O  6.1424  6.7413  14.476  -0.0055  0.003  0.0014
O  0.5693  5.7418  11.0785  0.0008  0.0056  -0.0109
O  5.201  3.3551  29.7055  -0.003  0.0064  -0.0075
O  1.4191  6.1566  27.5482  0.0061  -0.0075  0.0114
O  3.6037  11.5326  20.2453  -0.0002  -0.0029  0.0011
O  6.9084  12.2269  20.7861  0  -0.0003  -0.0033
O  8.8459  9.9313  28.1247  0.0043  -0.0136  0.0042
O  7.2695  10.7549  13.6548  -0.021  -0.0043  -0.0027
O  3.2289  12.7231  27.5243  0.0026  -0.0012  0.011
O  3.7235  9.233  17.5416  -0.0011  0.0019  -0.0015
O  4.5327  2.8375  8.9292  -0.0021  0.006  0.0109
O  2.8423  10.6924  15.5465  0.0021  -0.0011  0.0048
O  6.881  11.429  18.2297  0.0016  -0.0015  0.0023
O  5.2436  3.4677  27.0651  -0.0036  0.0007  0.0005
O  8.1322  10.5508  16.0544  0.0035  -0.0029  -0.0012
O  -1.415  9.4546  13.9448  0.0077  -0.0202  0.0033
O  -0.5339  11.131  21.3743  0.0004  0.0025  0.002
O  -0.6076  2.6029  13.1408  -0.0104  0.0043  0.004
O  3.5424  4.9757  28.373  -0.0031  0.0003  0.0033
O  4.7448  7.4641  22.8398  0.001  -0.0005  0.0013
O  6.3595  5.8328  8.7619  -0.0037  0.0043  0.01
O  3.2207  12.8274  18.0021  -0.0002  0.0015  0.0052
O  -0.4405  7.9855  27.5466  -0.0016  0.0028  0.0059
O  -0.102  6.9934  20.3071  -0.0009  -0.0043  0.0054
O  10.0306  7.3655  17.7917  0.0015  -0.0008  -0.0007
O  -0.101  3.4343  27.5939  -0.0052  0.0031  0.0026
O  3.2915  1.1493  13.2806  0.0075  0.0028  0.0019
O  9.711  13.64  20.8928  0.0013  -0.0016  0.0071
O  8.1076  3.8529  23.4797  -0.0001  -0.0128  -0.0024
O  5.017  8.744  27.2965  0.0009  0.004  0.0009
O  9.7635  12.7375  23.4608  -0.0147  0.0101  0.0071
O  2.2325  5.6501  24.3617  0.0012  0.0012  -0.0022
O  1.5957  7.7733  18.3683  0.0017  0.0009  0.0054
O  2.5749  14.0163  20.2213  0.0009  0.0017  0.0049
O  5.7038  9.9277  20.1694  -0.0049  0.0006  0.0019
O  5.0366  12.208  25.6475  -0.0019  0.0018  -0.0012
O  3.8991  7.0932  13.1286  -0.003  0.0026  -0.0006
O  6.9981  6.1366  22.9412  -0.0049  -0.0006  0.0019
O  8.5015  4.6936  27.9344  0.0051  -0.0048  -0.0057
O  9.2218  6.8954  10.3624  0.0041  0.0012  -0.0014
O  -0.0674  7.639  15.2563  -0.0037  0.0066  -0.0103
O  8.0008  7.3921  28.0913  0.0006  0.005  0.0007
O  -0.9943  7.0119  12.9013  0.0057  -0.0002  -0.0011
O  4.0479  3.027  11.5488  -0.0033  0.0037  -0.0029
O  0.8536  4.7347  21.3069  0.0018  0.0031  0.0019
O  7.7996  13.9554  19.069  -0.0026  0.0011  0.0053
O  2.3331  1.7923  9.8502  -0.0092  -0.004  -0.0033
O  -0.4916  5.2013  16.2249  -0.0016  0.0024  0.0071
O  5.2978  2.8326  13.912  -0.0033  -0.0038  0
O  9.0632  3.1637  25.738  -0.0002  0.0005  0.0021
O  7.3748  11.8761  27.0009  -0.0028  0.0151  -0.0275
O  9.1379  9.5212  9.4913  0.0114  -0.0137  -0.0019
O  0.9105  12.0468  28.4865  0.0237  -0.0112  0.0172
O  3.2847  3.2999  25.2727  0.0051  -0.0069  0.0005
O  10.2017  5.602  26.1584  0.0005  0.0044  0.0064
O  6.9962  0.1234  8.79  0.0038  -0.0043  -0.0042
O  4.0593  4.2178  17.2095  -0.0023  0.0053  0.0043
O  0.0679  3.6794  9.6985  0.0018  -0.0065  -0.0011
O  0.0815  6.5907  22.9674  0.0053  0.0044  0.0057
O  3.963  6.6888  18.3738  0.001  0.0004  -0.0021
O  7.0094  1.9543  15.8121  -0.0002  0.0021  -0.0056
O  -0.6377  2.5769  15.8418  -0.0005  -0.0025  -0.0008
O  5.1213  13.7347  19.6343  -0.0034  -0.0032  0.0008
O  -0.1801  9.4642  19.3107  -0.0006  -0.0019  0.0025
O  9.1306  5.4167  21.5428  -0.0111  -0.0053  0.0075
O  3.174  7.5939  28.9226  0.0013  -0.0047  0.0015
O  3.3583  8.7755  20.0497  0.001  0.0028  0.0018
O  6.7823  4.0523  21.2573  0.0118  0.0101  0.0146
O  9.1273  4.7403  11.9901  0.0043  0.004  0.0019
O  2.8941  2.4432  15.4616  0.0019  -0.0058  0.0097
O  7.3977  12.3907  24.467  0.011  0.0086  -0.0067
O  -0.1996  1.1146  9.2734  -0.0007  0.0039  -0.0048
O  4.5617  8.7489  15.082  -0.0008  -0.0063  0.0037
O  0.48  8.3604  10.2353  -0.0063  -0.0038  -0.0011
O  4.0213  9.0901  24.8292  0.0091  0.0041  0.0073
O  5.1977  9.3087  12.4649  -0.0031  -0.0013  0.0062
O  5.2753  7.157  10.8735  0.0045  0.003  0.0025
O  10.1734  3.5754  18.3321  -0.001  -0.0014  -0.0024
O  8.2997  10.0567  20.0668  -0.0004  -0.0007  -0.0013
O  6.0142  7.3722  25.1649  -0.0005  0.0092  -0.0006
O  2.6155  4.4527  9.8878  -0.011  0.0039  -0.0023
O  3.7852  6.3132  15.6975  -0.0004  0.0035  -0.0019
O  2.963  8.5648  11.1628  -0.005  0.0016  0.0069
O  8.3793  6.7448  15.8501  0.0006  -0.0015  0.0056
O  4.8549  5.1457  24.1882  -0.0002  0.0012  -0.0054
O  0.7872  7.5799  25.3226  -0.0014  0.0002  0.0058
O  1.3379  10.6618  11.0073  0.0017  -0.0022  -0.0051
O  1.046  13.1513  22.1928  -0.0006  0.0003  -0.0022
O  5.3801  10.9041  16.2197  -0.0035  -0.0031  0.0057
O  2.2021  8.1102  23.1574  0.0022  0.0007  -0.0006
O  0.876  0.9176  14.4322  0.0018  0.0009  0.0062

Results
free energy: -153540.519 eV
free energy less fixed offsets of O -568.88, Si -635.61 eV per atom: -4.759 eV

The program warned: the cutoff lies below the one the program advises for these potential files; the exchange-correlation potential is rough where the density is thin.
